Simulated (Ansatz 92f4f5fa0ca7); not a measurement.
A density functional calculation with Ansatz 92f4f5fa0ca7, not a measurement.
Periodic cell of 414 atoms, Si266O148, from a study of silicon, its oxide and their interface. The atomic structure is a simulated model.
Doubt: the cutoff is far below the 930 eV that the study's wrapper takes by default for these files, so forces and energies are approximate.

Settings: functional PBE; potential files Ansatz PAW; basis plane waves; wave-function cutoff 580 eV; density cutoff ratio 5; exchange-correlation grid ratio 1; k mesh 1 x 1 x 1, Gamma-centred; self-consistency stop 5e-08 eV per atom in the density residual; occupations fixed; spin none; net charge 0.

Cell vectors (angstrom)
a  15.4687  0  0
b  0  12.8259  0
c  0  0  36.3916

Atoms and the computed forces on them: element, x, y, z (angstrom), force x, y, z (eV/angstrom)
Si  0.004  1.1778  33.7216  -0.003  -0.0609  -0.0521
Si  3.8964  1.1804  33.7201  0.0075  -0.0726  -0.0313
Si  7.7739  1.1766  33.71  -0.0139  -0.0388  -0.0574
Si  11.6051  1.1763  33.7054  0.0196  0.0003  -0.054
Si  1.9672  7.5994  33.7144  -0.026  -0.0206  -0.0056
Si  5.798  7.5987  33.7187  0.0109  -0.0379  -0.0043
Si  9.6957  7.592  33.7249  0.0073  0.0087  -0.0127
Si  13.5603  7.5952  33.7161  -0.0185  -0.0184  -0.0056
Si  1.9336  5.247  34.1247  0.0558  0.2583  0.02
Si  5.8008  5.247  34.1247  0.1532  0.2515  0.0346
Si  9.6679  5.247  34.1247  0.1022  0.1042  -0.059
Si  13.5351  5.247  34.1247  0.1149  0.1991  -0.0714
Si  0  11.6599  34.1247  0.2214  0.2151  0.0212
Si  3.8672  11.6599  34.1247  0.0931  0.2165  -0.2488
Si  7.7343  11.6599  34.1247  0.0147  0.2449  -0.0465
Si  11.6015  11.6599  34.1247  0.0095  0.1233  -0.1202
Si  0  4.664  35.3614  -0.0585  0.034  -0.0067
Si  3.8672  4.664  35.3614  -0.0541  -0.0123  -0.0222
Si  7.7343  4.664  35.3614  -0.0333  0.0329  0.0137
Si  11.6015  4.664  35.3614  -0.0184  0.0147  -0.0218
Si  1.9336  11.0769  35.3614  -0.0665  0.0061  -0.0095
Si  5.8008  11.0769  35.3614  -0.0088  -0.031  -0.0349
Si  9.6679  11.0769  35.3614  -0.0187  -0.0201  -0.041
Si  13.5351  11.0769  35.3614  -0.0384  -0.058  -0.0581
Si  0  2.332  35.7737  -0.031  0.0624  0.0973
Si  3.8672  2.332  35.7737  0.0729  0.063  0.0853
Si  7.7343  2.332  35.7737  0.1046  0.0487  0.0087
Si  11.6015  2.332  35.7737  -0.0442  0.0137  -0.0126
Si  1.9336  8.745  35.7737  0.0798  0.0448  0.0947
Si  5.8008  8.745  35.7737  -0.0441  0.0487  0.1254
Si  9.6679  8.745  35.7737  0.0851  0.0205  0.1299
Si  13.5351  8.745  35.7737  0.0318  0.0279  0.0731
Si  1.9336  1.749  0.6188  -0.0014  -0.0271  -0.0165
Si  5.8008  1.749  0.6188  -0.025  -0.0094  -0.0081
Si  9.6679  1.749  0.6188  -0.0116  0.0085  0.0187
Si  13.5351  1.749  0.6188  -0.0025  -0.0168  -0.0074
Si  0  8.162  0.6188  -0.0696  0.0002  -0.0067
Si  3.8672  8.162  0.6188  -0.0179  0.0168  0.035
Si  7.7343  8.162  0.6188  0.023  -0.0165  -0.0118
Si  11.6015  8.162  0.6188  -0.0379  0.019  0.0099
Si  0  5.83  1.031  0.0407  -0.0199  -0.0116
Si  3.8672  5.83  1.031  0.0495  -0.0087  -0.0179
Si  7.7343  5.83  1.031  0.0324  -0.0073  -0.0126
Si  11.6015  5.83  1.031  0.0117  0.0007  0.0008
Si  1.9336  12.2429  1.031  0.0619  -0.0068  -0.0038
Si  5.8008  12.2429  1.031  0.0012  0.0333  0.0391
Si  9.6679  12.2429  1.031  0.0121  -0.0153  -0.019
Si  13.5351  12.2429  1.031  0.0325  0.0359  0.0097
Si  1.9336  5.247  2.2678  -0.1651  -0.0283  -0.1616
Si  5.8008  5.247  2.2678  -0.0654  -0.0525  -0.2891
Si  9.6679  5.247  2.2678  0.0482  -0.0441  -0.1347
Si  13.5351  5.247  2.2678  -0.0592  -0.0208  0.1005
Si  0  11.6599  2.2678  -0.0778  -0.0486  -0.0321
Si  3.8672  11.6599  2.2678  -0.1079  -0.0568  -0.0942
Si  7.7343  11.6599  2.2678  0.0663  -0.0574  -0.0028
Si  11.6015  11.6599  2.2678  -0.1112  -0.0331  0.0184
Si  1.9336  2.915  2.68  0.011  0.0318  0.0521
Si  5.8008  2.915  2.68  0.0399  0.0183  0.0511
Si  9.6679  2.915  2.68  -0.0013  0.0436  0.0549
Si  13.5351  2.915  2.68  0.0231  0.0405  0.0397
Si  0  9.328  2.68  0.0767  -0.0322  -0.0106
Si  3.8672  9.328  2.68  0.0214  -0.0044  0.0205
Si  7.7343  9.328  2.68  -0.0137  -0.0373  -0.0248
Si  11.6015  9.328  2.68  0.0469  -0.0182  0.0088
Si  -0.1809  0.253  27.233  0.1818  0.4872  -0.2943
Si  4.3917  0.2725  26.4081  -0.1665  0.1296  0.06
Si  7.5627  0.5809  26.8491  0.0541  0.2637  0.0749
Si  12.0771  -0.1728  27.0271  -0.1101  0.4011  -0.1651
Si  1.6293  6.4669  27.0903  -0.0286  0.4605  -0.0457
Si  6.2826  6.4811  27.2568  -0.0257  0.7233  -0.0858
Si  9.4047  6.6034  27.2319  -0.0867  0.5793  -0.1363
Si  13.9629  6.5824  27.1759  -0.1603  0.4598  -0.1158
Si  2.0718  4.2104  27.522  0.1684  -0.3287  -0.4549
Si  5.9343  4.2429  27.5866  0.0694  -0.3792  -0.4005
Si  9.8608  4.3515  27.4408  0.0284  -0.252  -0.3775
Si  13.6646  4.2834  27.4174  0.1873  -0.1247  -0.302
Si  0.4074  10.8362  27.058  0.0842  -0.0773  -0.5988
Si  4.0081  10.3013  27.2365  0.165  -0.4374  0.0023
Si  7.8793  10.4168  27.2004  0.0295  -0.1258  -0.2959
Si  11.6416  10.4451  27.6424  -0.1592  -0.2484  -0.1833
Si  0.0964  3.5816  28.6579  -0.1132  -0.0996  0.3556
Si  3.9725  3.7448  28.8053  -0.0132  -0.0036  0.2697
Si  7.8971  3.617  28.6524  0.1398  -0.1064  0.4438
Si  11.7317  3.6028  28.6287  -0.0248  0.0463  0.2744
Si  2.0843  10.0744  28.5604  -0.0545  0.09  0.2047
Si  5.9492  10.0725  28.5848  -0.0658  0.1014  -0.0015
Si  9.6664  9.9179  28.6956  -0.2295  0.1008  0.2797
Si  13.4991  9.9243  28.8615  0.1949  -0.2644  0.0524
Si  0.0534  1.3157  29.2772  -0.0805  0.0725  0.1084
Si  3.9015  1.4515  29.3292  0.0353  -0.2832  -0.4399
Si  7.7658  1.3302  29.0874  0.0199  0.0744  0.0202
Si  11.6199  1.2479  28.9809  -0.0029  -0.2463  -0.0418
Si  1.9628  7.758  29.0947  0.0622  -0.3152  0.0221
Si  5.9036  7.7778  29.2085  0.0048  -0.2573  -0.0902
Si  9.6941  7.6755  29.2995  0.0928  -0.2103  -0.0475
Si  13.5885  7.6466  29.2761  0.0291  -0.2576  -0.0388
Si  1.9839  0.7021  30.463  -0.0909  0.0157  0.0978
Si  5.8695  0.7258  30.3944  0.0473  -0.1001  0.0532
Si  9.7067  0.6585  30.2856  -0.0516  -0.0878  -0.0306
Si  13.5162  0.6946  30.3916  0.0754  -0.0637  -0.1059
Si  0.0844  7.0956  30.4441  0.0418  -0.0529  -0.0528
Si  3.9063  7.1537  30.3716  -0.014  0.0319  -0.1151
Si  7.7679  7.0964  30.5129  -0.0617  -0.0379  -0.0586
Si  11.6491  7.0007  30.444  -0.0606  -0.0733  -0.0754
Si  0.0731  4.7323  30.7769  0.0288  0.0865  -0.088
Si  3.9322  4.8258  30.8651  0.0218  0.0346  0.1418
Si  7.8067  4.7297  30.7918  -0.0185  0.1052  -0.109
Si  11.6678  4.6571  30.7802  -0.0022  0.0608  0.0812
Si  1.9853  11.1741  30.7252  0.0958  -0.0881  -0.1226
Si  5.8618  11.1855  30.7343  -0.0481  0.0373  -0.1662
Si  9.6689  11.1433  30.7607  0.0521  0.0403  -0.1283
Si  13.6126  11.1794  30.8541  -0.0743  0.1148  -0.1378
Si  1.983  4.1295  32.0568  -0.0269  -0.014  -0.1809
Si  5.8629  4.1324  32.0546  0.0103  -0.0339  -0.1532
Si  9.7192  4.1014  32.0497  0.0211  -0.0542  -0.1869
Si  13.5996  4.1208  32.0466  -0.0184  -0.0123  -0.1649
Si  0.0808  10.551  32.0476  -0.0304  0.0318  -0.136
Si  3.9102  10.573  31.9936  0.0043  -0.0141  -0.0186
Si  7.749  10.5558  32.0382  0.0525  0.0133  -0.1059
Si  11.6235  10.5379  32.0299  -0.0394  -0.0855  -0.2215
Si  1.9512  1.7993  32.5272  0.0739  0.0475  0.0261
Si  5.8448  1.7949  32.4928  -0.0452  0.0805  0.0146
Si  9.6953  1.7566  32.4196  -0.0604  0.0473  -0.0424
Si  13.5431  1.792  32.4862  -0.0293  0.0117  -0.0765
Si  0.0382  8.2248  32.509  0.0245  -0.0939  -0.0822
Si  3.8869  8.2438  32.4664  0.0145  0.0258  -0.0878
Si  7.751  8.2364  32.5548  0.0132  -0.0696  -0.1351
Si  11.6308  8.1947  32.4842  -0.008  -0.0078  -0.045
Si  0  2.332  3.9167  -0.1225  -0.1985  0.12
Si  3.8672  2.332  3.9167  -0.0397  -0.2231  0.1007
Si  7.7343  2.332  3.9167  0.0142  -0.2721  0.135
Si  11.6015  2.332  3.9167  -0.0544  -0.145  0.3209
Si  1.9336  8.745  3.9167  -0.2355  -0.1574  -0.1608
Si  5.8008  8.745  3.9167  0.0778  -0.2077  -0.2229
Si  9.6679  8.745  3.9167  0.0095  -0.1655  0.2011
Si  13.5351  8.745  3.9167  -0.2284  -0.2745  0.1624
Si  1.8835  6.3975  4.315  0.0201  -0.0137  0.0355
Si  5.7734  6.3953  4.2987  0.0241  -0.0214  0.0004
Si  9.6638  6.3947  4.3191  0.0179  0.0277  0.0203
Si  13.5083  6.3928  4.3553  0.0085  0.0716  0.0558
Si  -0.0502  12.8137  4.3299  0.0123  0.0503  0.0412
Si  3.8265  12.8161  4.3162  0.0221  0.0189  0.0272
Si  7.7387  12.8142  4.3318  -0.0113  0.0732  0.0421
Si  11.5618  12.8109  4.3403  0.0261  0.0243  0.0245
Si  -0.0262  5.7834  5.5973  -0.0373  -0.0636  0.0759
Si  3.8249  5.7382  5.467  -0.0451  0.0575  0.1005
Si  7.7105  5.7346  5.4658  -0.0384  0.0577  0.0645
Si  11.5611  5.779  5.6043  -0.0613  -0.0253  0.0548
Si  1.8783  12.2264  5.5569  -0.0219  0.0261  0.0192
Si  5.7751  12.215  5.5069  0.0083  0.0611  0.0359
Si  9.6479  12.2124  5.63  -0.0403  -0.0715  0.0804
Si  13.4782  12.1801  5.567  -0.0368  0.0182  0.0987
Si  -0.0333  3.4445  6.0122  0.0336  0.0568  0.0857
Si  3.8496  3.4305  6.0177  -0.0991  -0.0222  0.199
Si  7.7329  3.4327  6.0141  0.0529  -0.0147  0.1071
Si  11.5787  3.4264  6.055  0.0131  0.0014  0.1917
Si  1.8399  9.8927  5.9556  0.037  -0.0142  0.1246
Si  5.8037  9.8885  5.95  -0.0245  0.0473  0.1181
Si  9.6386  9.8631  6.0266  -0.0092  0.0463  0.12
Si  13.4473  9.8397  6.0204  0.0114  0.034  0.1793
Si  1.8792  2.8666  7.2923  0.0604  -0.0463  0.0754
Si  5.8057  2.8815  7.2902  -0.0171  -0.0366  0.1672
Si  9.6345  2.8021  7.3408  0.0146  -0.0103  0.0932
Si  13.5373  2.8119  7.3164  -0.06  -0.0559  0.1915
Si  -0.0778  9.2149  7.2276  -0.0283  -0.0653  0.0201
Si  3.8224  9.2608  7.0434  -0.053  -0.1014  -0.0649
Si  7.6892  9.2109  7.2328  -0.0057  -0.1376  0.2931
Si  11.5223  9.2572  7.3637  0.0959  -0.0145  0.0205
Si  -0.0346  6.9032  7.6972  -0.0121  -0.02  0.0325
Si  3.7864  6.9369  7.4622  -0.0923  0.1021  -0.0491
Si  7.6337  6.8427  7.5049  0.0848  0.0479  -0.1853
Si  11.4775  6.8915  7.7064  -0.137  0.0946  0.1197
Si  1.8068  13.3169  7.6571  0.0029  0.1806  0.0963
Si  5.7421  13.3435  7.567  -0.1614  0.1297  -0.043
Si  9.6101  13.2808  7.7777  0.0215  0.0932  0.0273
Si  13.4353  13.2552  7.6783  -0.0126  0.1142  -0.0594
Si  1.9985  6.3903  8.8814  -0.0409  0.3231  0.0952
Si  5.6693  6.3317  8.6708  -0.0355  0.1377  0.0106
Si  9.4376  6.2022  8.8413  0.0224  0.2438  0.0297
Si  13.4437  6.2557  8.8788  0.053  0.1483  -0.0914
Si  -0.1251  12.5131  8.8455  0.025  0.074  0.1386
Si  3.7963  12.7683  8.7747  0.0231  0.0395  -0.0056
Si  7.576  12.5777  8.8034  -0.0169  -0.1285  0.1744
Si  11.5573  12.6851  9.0629  -0.0245  0.2502  -0.0725
Si  1.9837  4.1191  9.3579  -0.1469  0.0019  -0.2781
Si  5.6168  4.0843  9.4057  0.3438  -0.1059  0.1027
Si  9.7101  3.946  9.4558  -0.1008  -0.1173  -0.2187
Si  13.5785  3.9756  9.456  0.292  -0.108  -0.077
Si  -0.114  10.208  9.3682  0.0767  -0.1491  -0.2555
Si  3.8105  10.4449  9.0264  0.0544  0.1724  -0.1557
Si  7.6226  10.3423  9.3683  0.4237  -0.0953  -0.5027
Si  11.5502  10.3653  9.5463  -0.181  0.0164  -0.2613
Si  0.1679  3.6179  10.7278  0.0594  0.0958  0.1519
Si  3.7749  3.3353  10.6385  -0.0544  0.1082  0.3817
Si  8.1563  3.2961  11.1553  0.058  -0.0221  0.1915
Si  11.6419  3.3954  10.6469  0.0928  0.3493  0.1571
Si  2.0124  9.8127  10.3484  -0.0138  0.4191  0.357
Si  5.5851  9.8927  10.4122  -0.5238  0.3016  0.3675
Si  9.5321  9.9415  10.7652  -0.153  -0.0396  0.5172
Si  13.4459  9.6053  10.7409  0.1018  0.2473  0.4393
Si  -0.3292  0.6494  10.9657  0.103  -0.1655  -0.2388
Si  3.9825  1.0094  10.8844  -0.0757  -0.5615  0.0003
Si  7.1509  0.4543  11.0106  -0.1194  -0.1289  -0.2996
Si  11.988  1.1081  11.0903  -0.0887  -0.3137  0.2071
Si  2.5768  7.627  10.8877  0.0389  -0.5952  0.0616
Si  5.6181  7.5943  10.6345  0.1944  -0.4979  0.2205
Si  8.6753  6.9808  10.9611  -0.2005  0.1245  -0.2812
Si  13.2884  7.2778  10.9847  0.0062  -0.4733  -0.0012
O  13.6072  13.8119  11.406  -0.1167  -0.0373  -0.0843
O  5.5956  13.7404  11.3103  -0.0274  -0.0787  0.0603
O  6.0066  0.4175  26.3812  -0.0299  -0.0237  -0.0371
O  11.5983  -0.0325  25.4305  0.0664  -0.0081  0.521
O  3.0737  7.9215  15.5017  0.0192  0.0668  -0.0101
O  7.0583  7.0841  11.3652  0.174  0.022  -0.1479
O  7.828  6.8305  26.7128  -0.0394  -0.2282  0.2637
O  0.0592  6.8098  26.6569  0.0313  -0.188  0.1735
O  8.1876  3.2876  12.8187  0.0661  0.2559  -0.3493
O  2.9749  13.14  12.0253  0.3375  0.1854  -0.1347
O  9.4552  10.6422  12.2932  0.1358  0.0054  -0.4511
O  13.4799  10.2438  12.3077  -0.1343  0.0233  -0.5081
O  11.8987  6.8645  11.7939  0.0768  0.0504  -0.055
O  4.1464  7.2403  11.3932  -0.0362  0.1853  -0.3785
O  9.39  5.8538  11.9105  -0.1213  -0.0564  0.1701
O  3.8919  3.9493  12.1899  0.0122  -0.0453  -0.5293
O  7.6662  12.4828  12.3379  -0.0165  -0.0802  0.0298
O  4.991  10.7378  11.7644  0.025  0.0153  -0.3059
O  2.0251  10.6369  11.7964  0.0434  -0.0299  -0.0298
O  16.0114  2.0165  10.8226  -0.1348  0.0584  -0.0583
O  11.5331  4.2483  12.0976  -0.0116  -0.1721  -0.1412
O  11.2656  13.3399  12.4581  0.1401  0.0426  -0.4764
O  -0.9068  6.6399  11.836  -0.1805  0.0029  -0.2162
O  0.3564  12.6381  12.1796  -0.023  -0.0668  0.0914
O  13.0088  7.1418  25.9389  0.0816  -0.017  0.0593
O  3.6898  1.1714  25.2672  0.0687  -0.0913  0.1231
O  8.3167  1.4675  25.6931  0.0966  -0.0172  0.2396
O  5.2269  6.7788  26.0325  0.0543  -0.019  -0.0224
O  7.6384  9.8383  25.6578  0.0074  -0.002  0.5434
O  2.4653  3.4686  26.0768  -0.0918  0.1109  0.2634
O  11.7488  9.4956  26.2837  -0.0009  0.1889  -0.0666
O  3.9884  -1.2802  26.153  0.0226  0.0781  0.1115
O  10.3638  7.2425  26.0491  -0.1385  -0.0378  0.1033
O  10.2405  3.9706  25.8574  -0.0435  -0.0564  0.3362
O  5.8688  3.5868  26.0431  -0.0147  -0.0373  0.2736
O  13.6689  0.2269  26.9363  0.0439  -0.0669  0.0267
O  0.4801  1.1756  26.0123  -0.065  -0.0144  0.3335
O  2.5477  6.8677  25.7747  -0.0869  -0.0372  0.101
O  0.518  10.6129  25.3973  0.0895  -0.0595  0.6182
O  13.7622  3.8001  25.8203  -0.0078  0.0568  0.3428
Si  10.3472  13.7411  17.7151  0.0777  0.0109  0.0479
Si  12.2162  -0.6914  24.0588  0.026  -0.1178  -0.3216
Si  9.7651  11.4895  15.7737  0.2013  -0.0102  0.2562
Si  10.4567  3.925  24.2547  -0.1145  0.1029  -0.268
Si  16.1679  10.2036  21.2611  -0.0129  0.0546  -0.0681
Si  13.5856  3.4987  24.2405  0.0546  -0.1018  -0.1306
Si  10.9692  13.488  14.0452  0.1484  0.1696  0.429
Si  1.4563  3.0345  20.539  0.0879  -0.0821  -0.1233
Si  17.3854  8.4701  16.502  -0.019  -0.0969  0.0353
Si  0.7329  4.4018  13.8534  -0.05  -0.0938  0.1775
Si  4.451  12.9696  17.637  -0.0278  -0.0419  0.0229
Si  12.8728  14.353  16.2584  0.114  0.0419  0.0763
Si  4.4564  3.3284  20.6925  0.044  0.0785  -0.0864
Si  7.7375  9.6844  24.0354  0.0952  -0.105  -0.2764
Si  8.2026  15.1791  14.1687  -0.1065  -0.0452  0.1878
Si  10.7597  9.461  23.1651  -0.0958  0.1702  -0.1355
Si  15.046  6.7871  17.3926  -0.0247  -0.0521  -0.0089
Si  -4.6784  9.695  18.0045  0.1167  -0.004  0.0209
Si  5.3026  8.1494  22.8003  0.1716  -0.0658  -0.2099
Si  11.701  8.0436  25.5626  0.0295  -0.1593  -0.1082
Si  11.1183  8.0405  20.5078  -0.0558  0.0368  -0.0105
Si  5.337  13.7695  14.6631  -0.0212  0.1383  0.1714
Si  5.7552  3.6082  24.422  0.0063  0.2461  -0.231
Si  11.6649  3.7133  20.4807  -0.0825  -0.0002  -0.1124
Si  -1.0267  4.8687  21.6287  -0.0092  0.0517  -0.1169
Si  15.6218  0.5665  17.0444  -0.0308  -0.0248  0.0367
Si  4.5636  8.5657  15.3659  0.0149  -0.2018  0.042
Si  3.9583  7.6129  25.4493  0.0996  -0.0386  -0.0385
Si  3.0038  2.585  24.8285  -0.1089  0.0325  -0.2038
Si  1.8429  12.0703  12.5372  0.0114  -0.0858  0.0719
Si  10.9266  5.7215  12.4566  0.0949  0.077  0.2863
Si  0.0163  13.1817  20.2553  0.0068  -0.0427  -0.1569
Si  3.8966  10.2915  20.8824  0.0003  0.0156  -0.1002
Si  -0.1652  11.2563  24.0573  -0.0832  0.1626  -0.2706
Si  10.167  3.9737  17.6936  0.0022  0.0401  0.0808
Si  3.8165  3.6469  13.7847  -0.0274  0.0156  0.4938
Si  19.4823  9.9338  17.867  -0.0179  -0.0093  0.0419
Si  7.9073  12.2089  22.1567  0.1005  -0.0087  -0.1156
Si  0.2066  7.136  12.9239  0.1017  0.002  0.0835
Si  14.0735  4.2954  15.9445  -0.0761  -0.014  0.1371
Si  14.0597  9.7577  13.7503  0.1111  0.0506  0.4638
Si  0.3735  1.3919  24.3887  -0.061  -0.2177  -0.1818
Si  2.3478  2.3684  17.6752  -0.0157  -0.011  -0.0198
Si  6.4306  5.3984  22.2083  0.0492  0.1009  -0.1053
Si  8.202  1.8268  24.0997  -0.0372  -0.0895  -0.2798
Si  0.8087  11.1076  15.1939  -0.0754  -0.1312  0.3261
Si  12.7166  8.4969  16.1732  -0.0034  -0.1156  0.2262
Si  9.6557  5.4914  21.9421  -0.1267  0.039  -0.1604
Si  8.1922  11.1735  13.1675  -0.0606  0.0952  0.1415
Si  5.3811  10.787  13.3516  0.009  -0.0476  0.2919
Si  11.5224  5.8359  15.4568  0.2404  -0.0591  0.3235
Si  5.4912  5.8029  15.5299  0.0228  0.1961  0.0929
Si  5.2783  13.035  20.5018  -0.0505  -0.0456  -0.0337
Si  -1.1054  7.6329  20.3992  0.0423  0.0148  -0.1045
Si  7.5423  4.1808  16.6124  -0.0569  0.1936  0.1288
Si  -2.9435  13.5801  21.4044  0.0448  -0.1157  -0.17
Si  4.7013  4.0933  17.5824  0.0245  0.035  -0.002
Si  10.2913  -0.7227  20.0831  0.0334  -0.0382  0.0332
O  14.7879  5.2047  17.097  0.0129  0.0141  -0.0293
O  11.2186  4.0339  18.9366  0.0079  0.0231  0.0306
O  16.5703  9.585  15.6673  -0.0138  0.1129  -0.1039
O  13.018  5.2568  15.1528  -0.0214  0.0418  -0.1295
O  12.1165  14.3807  14.8079  -0.0775  -0.0153  -0.132
O  9.4755  12.6851  16.8417  -0.091  -0.0514  -0.087
O  5.5175  12.9079  18.8791  0.0253  0.0095  0.0032
O  11.5617  7.3439  16.0794  0.0102  0.0143  -0.09
O  16.567  7.1736  17.0029  0.035  0.0215  -0.0139
O  0.4127  12.7442  23.687  0.0535  0.0476  0.1028
O  15.1574  3.6849  14.8914  0.112  -0.0125  -0.1667
O  11.7466  -0.5151  20.759  -0.0158  0.0374  0.0203
O  6.9078  10.1841  13.3206  0.0636  -0.0851  -0.0872
O  6.8378  14.2984  14.3341  0.087  0.0207  -0.0648
O  6.6837  -0.0953  21.2424  -0.006  0.0071  0.0247
O  11.9634  13.6156  17.4148  -0.053  -0.006  -0.034
O  12.3139  9.4938  17.4144  -0.0314  0.0419  -0.0633
O  13.6793  11.4114  24.2642  0.0269  -0.0783  0.0582
O  9.117  -1.0841  21.1504  -0.078  0.0151  0.0645
O  14.7495  6.468  21.4797  -0.0209  -0.0293  0.075
O  8.5251  11.3945  14.7459  -0.1519  -0.0157  -0.3075
O  1.1552  14.6464  16.7051  0.0805  0.0547  0.0121
O  2.8955  16.3096  21.2078  0.0102  -0.0323  -0.0033
O  3.4126  16.1626  16.8935  -0.0261  -0.024  0.0139
O  12.3219  0.5533  23.0076  -0.0102  -0.0052  0.1076
O  17.113  7.2898  12.1903  0.0852  -0.0342  -0.0489
O  14.2338  4.6048  23.2293  0.0053  0.0522  0.0599
O  4.109  7.7466  23.8374  -0.1083  -0.0329  0.2186
O  4.78  9.4053  21.9184  0.0041  0.0097  0.069
O  10.7931  4.8589  16.5022  -0.045  0.0663  -0.102
O  -0.346  8.5314  13.5313  0.0447  -0.0256  -0.0507
O  5.72  6.843  21.8944  -0.0749  0.0674  0.0941
O  11.9226  2.1482  20.8298  -0.0081  0.0136  0.058
O  4.5227  9.7395  14.2518  0.0284  0.1587  -0.2649
O  12.7392  7.8505  20.4067  0.0183  -0.0213  0.0275
O  14.1255  7.7776  16.5001  -0.0709  0.0911  -0.0874
O  3.8881  11.4723  17.3506  -0.0123  0.0171  -0.0073
O  6.6456  8.565  23.6144  -0.0004  0.019  0.1619
O  2.3103  9.9314  21.0945  0.0248  -0.0016  0.0205
O  10.8902  9.2809  21.5488  0.0126  0.0062  0.1386
O  -0.2279  8.9967  20.6453  -0.0197  -0.0012  0.0231
O  4.177  3.385  24.0046  -0.0248  -0.0366  0.1388
O  8.4489  0.5566  23.1286  0.011  0.065  0.1275
O  0.4823  6.013  14.0766  -0.0494  0.1834  -0.0709
O  4.2784  14.9261  14.1438  -0.0592  0.0056  -0.1551
O  3.2066  13.8899  18.1797  -0.0092  -0.0068  -0.0175
O  10.2957  6.7708  21.1391  0.0424  -0.0184  0.0362
O  4.5267  3.9257  19.1746  -0.0371  0.0079  0.0539
O  1.6488  15.994  18.9134  -0.0287  0.0406  0.0058
O  9.931  13.4802  19.2689  -0.0272  -0.0096  0.01
O  4.8262  14.5684  20.8269  -0.013  -0.0003  0.0368
O  -2.4201  4.5219  20.8133  0.0582  0.0126  0.0572
O  -0.6937  7.0433  18.9521  -0.0058  -0.0045  0.0955
O  9.5148  14.2133  14.1889  0.0247  -0.0429  -0.1125
O  -1.3833  0.6776  20.9987  -0.0325  0.0188  0.0825
O  0.2353  3.9928  21.049  -0.0242  0.0135  0.0459
O  9.9391  10.0721  16.618  0.0076  0.0929  -0.0504
O  10.1059  5.3776  23.5278  0.074  -0.0685  0.1464
O  6.712  2.432  23.8057  -0.1244  -0.0564  0.1301
O  4.8372  4.7046  14.5122  -0.0509  -0.0968  -0.198
O  5.5902  4.2206  21.4526  -0.0456  -0.0768  0.0311
O  8.6023  4.4903  17.8418  0.0351  -0.0636  -0.056
O  18.0242  9.2046  17.8102  0.05  0.0389  -0.0103
O  13.2642  3.0681  16.6624  0.0029  -0.0388  -0.015
O  11.0013  12.02  14.8103  -0.0276  -0.0634  -0.09
O  10.3305  4.1601  21.2943  0.0323  -0.0336  0.058
O  14.8225  11.0114  14.4604  -0.0737  0.0262  -0.1608
O  5.1646  12.2919  13.9642  -0.0094  -0.112  -0.137
O  12.8535  9.2787  14.7511  0.0248  0.0162  -0.2365
O  8.2756  3.3057  15.4724  0.0686  -0.0814  -0.1312
O  5.4877  7.3104  14.9233  0.0069  0.0084  -0.0374
O  8.0189  5.4705  21.7785  0.0231  -0.0234  0.0612
O  10.5091  8.3971  19.0045  -0.0392  0.0364  -0.0442
O  15.3153  0.5319  18.6404  -0.0217  0.0159  0.0363
O  9.3696  2.8625  23.6809  0.0583  0.0046  0.1056
O  11.6726  8.3457  23.9482  0.1236  -0.1183  0.2877
O  7.0741  5.5478  15.8456  -0.025  -0.0946  0.0331
O  4.7016  5.6279  16.9845  0.0112  -0.0617  -0.003
O  16.2868  11.9962  16.5566  0.0067  -0.0704  -0.138
O  1.6897  2.2418  23.9033  0.1076  0.0979  0.1415
O  9.2271  9.1851  23.6314  -0.0107  -0.0449  0.088
O  5.0288  9.16  16.8309  0.0059  0.0441  0.0032
O  4.1769  11.9131  21.0234  -0.0029  0.0068  0.0406
O  1.8892  11.7736  14.154  0.1395  0.1304  -0.3678
O  -1.018  2.1297  23.9575  -0.0467  0.0504  0.1183
O  10.7457  5.8952  14.0523  -0.0742  -0.003  -0.3395
O  1.1029  1.4483  20.8224  0.0247  0.0463  0.048
O  2.2495  3.9186  14.2175  0.0155  -0.0199  -0.1752
O  7.4111  11.0115  23.142  -0.0249  0.0391  0.1205
O  4.4767  9.8535  19.4129  0.0465  -0.0238  0.0663
O  11.9823  3.4293  23.9019  -0.0146  -0.0068  0.1409
O  10.5511  10.9494  18.9846  -0.0132  0.0033  -0.076
O  6.2952  5.0305  23.8031  -0.0249  -0.0938  0.1834
O  0.2602  10.285  22.831  -0.0548  -0.0334  0.0663
O  9.9878  2.4182  17.2831  -0.0444  -0.0322  -0.0146
O  11.1824  10.9925  23.5219  0.017  -0.0049  0.0925
O  14.2628  13.5286  16.1715  -0.0311  -0.0078  -0.0305
O  5.1129  13.5598  16.2754  0.0705  0.003  -0.1068
O  6.1744  16.283  17.1829  -0.0337  -0.0356  0.0063
O  0.4251  11.6325  20.5226  0.0022  -0.034  0.0318
O  8.1879  14.5219  10.8202  0.0612  0.1959  0.0948
O  3.795  0.6425  27.8696  -0.0796  0.0648  0.1723
O  8.327  -0.8557  26.8775  0.0114  -0.0414  0.0261
O  15.7812  4.0858  12.3096  -0.0625  0.0298  -0.3601
O  22.2375  16.8084  10.6333  -0.2648  0.0805  -0.2623
O  -0.9061  9.9899  27.5576  -0.2067  0.0878  0.3914
O  19.4242  -3.7824  26.1936  -0.0444  0.1004  0.081
O  9.4524  8.3794  11.2628  -0.0564  -0.1017  -0.1183

Results
free energy: -253272.462 eV
free energy less fixed offsets of O -568.88, Si -635.61 eV per atom: -5.962 eV

The program warned: the cutoff lies below the one the program advises for these potential files; the forces do not sum to zero within the program's tolerance; the exchange-correlation potential is rough where the density is thin.
